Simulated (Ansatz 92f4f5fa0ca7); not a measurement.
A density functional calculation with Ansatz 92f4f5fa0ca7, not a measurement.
Periodic cell of 288 atoms, Si144O112H32, with a vacuum gap, from a study of silicon, its oxide and their interface. The atomic structure is a simulated model.

Settings
functional: r2SCAN
potential files: Ansatz PAW
basis: plane waves
wave-function cutoff: 800 eV
density cutoff ratio: 5
exchange-correlation grid ratio: 1
k mesh: 1 x 1 x 1, shifted by 0.5 0.5 0 of a step
self-consistency stop: 1e-11 eV per atom in the density residual
occupations: fixed
spin: none
net charge: 0
applied field: sawtooth along c, amplitude -0.015 V/angstrom in the program's sign convention, ramp centred at 0.9899 of c and 0.0202 of c wide, no dipole correction

Cell vectors (angstrom)
a 10.887 0 0
b 0 10.887 0
c 0 0 49.479

Atoms: element, x, y, z (angstrom)
Si -0.0366 -0.1855 35.585
Si 2.8567 2.781 35.8968
Si -0.5024 5.9435 35.7364
Si 3.2705 7.6449 35.6569
Si 6.0384 -0.5843 35.8262
Si 7.6096 3.2213 35.7213
Si 5.421 5.4173 36.1494
Si 8.2193 8.1222 36.1934
Si 1.3626 1.2719 36.9159
Si 4.0667 4.0372 37.4075
Si 1.3978 6.7928 36.9454
Si 4.2487 9.3307 37.044
Si 6.8394 1.3404 37.0183
Si 9.386 4.1864 37.0079
Si 6.8119 6.7636 37.4235
Si 9.6721 9.5388 37.2671
Si -0.037 2.7191 38.2858
Si 2.7816 -0.0903 38.3029
Si 0.1634 8.1311 38.4886
Si 2.6199 5.4631 38.5243
Si 5.4857 2.5852 38.5421
Si 8.2416 0.0872 38.4798
Si 5.4397 8.1497 38.6586
Si 8.2013 5.3797 38.6315
Si 1.2806 4.0443 39.7904
Si 4.0621 1.2576 39.8
Si 1.4656 9.5188 39.8115
Si 4.0248 6.7834 39.9113
Si 6.8187 3.9929 39.8999
Si 9.575 1.423 39.8247
Si 6.8499 9.5837 39.8531
Si 9.6098 6.7991 39.8407
Si 0.0527 -0.0012 41.1276
Si 2.7004 2.6792 41.1145
Si -0.0073 5.4195 41.2229
Si 2.7286 8.1772 41.2633
Si 5.4412 -0.0094 41.2232
Si 8.1962 2.702 41.2594
Si 5.4299 5.3944 41.1911
Si 8.2155 8.173 41.1561
Si 1.3723 1.3459 42.5171
Si 4.0587 4.0353 42.5153
Si 1.3395 6.8051 42.5735
Si 4.0956 9.5285 42.5997
Si 6.7904 1.3582 42.5854
Si 9.5144 4.1011 42.6007
Si 6.8245 6.7964 42.4933
Si 9.5562 9.5382 42.5072
Si 0.0078 2.6975 6.8997
Si 2.7204 0.0288 6.9593
Si -0.0238 8.1874 6.952
Si 2.7088 5.4091 6.8922
Si 5.4208 2.7333 6.9661
Si 8.1766 -0.0231 6.908
Si 5.4809 8.1424 6.8999
Si 8.1305 5.4654 6.9628
Si 1.3701 4.034 8.2524
Si 4.065 1.3878 8.3481
Si 1.3171 9.5858 8.3056
Si 4.0911 6.7771 8.1977
Si 6.7633 4.1133 8.3415
Si 9.4981 1.3802 8.247
Si 6.8138 9.5131 8.265
Si 9.4932 6.828 8.3161
Si -0.0528 0.1074 9.6738
Si 2.6956 2.7549 9.7283
Si -0.0207 5.366 9.5594
Si 2.7507 8.1666 9.5002
Si 5.4789 0.008 9.6258
Si 8.1549 2.7082 9.6443
Si 5.3504 5.4692 9.6774
Si 8.1221 8.1908 9.6863
Si 1.2786 1.4669 11.108
Si 4.0339 4.122 11.1243
Si 1.4261 6.7252 10.7538
Si 4.0772 9.5149 10.8841
Si 6.8005 1.3739 11.0403
Si 9.539 4.0382 11.0006
Si 6.6968 6.8343 11.0109
Si 9.4504 9.6416 10.9915
Si -0.015 2.8412 12.6271
Si 2.6925 -0.0236 12.2094
Si 0.0417 8.1214 11.9163
Si 2.6346 5.5429 12.4179
Si 5.4187 2.7195 12.4361
Si 8.137 0.0681 12.5196
Si 5.3709 8.2359 12.3826
Si 8.0335 5.3534 12.2205
Si 0.9087 4.7518 13.8492
Si 4.1266 1.143 13.6165
Si 1.5198 9.2005 13.3235
Si 3.791 7.1215 13.7195
Si 7.0398 3.8392 13.7614
Si 9.3022 1.6314 13.9253
Si 6.3832 9.881 13.7259
Si 9.5396 6.7883 13.1607
Si 20.2289 -13.2546 29.1124
Si 1.6204 8.7276 17.3727
Si 27.6052 -1.0585 27.0901
Si -11.3324 1.8924 22.8111
Si 21.4631 10.3439 15.6579
Si 20.9759 -2.4509 24.6608
Si 24.1699 -10.1046 23.0561
Si 35.3021 -1.1972 30.5356
Si 20.4391 -15.1312 26.9518
Si 24.8155 -15.4781 21.7465
Si 26.0708 11.7661 33.91
Si 36.0339 2.5577 16.2446
Si 2.0823 -1.3295 33.5459
Si 39.3855 -1.1088 29.9195
Si 31.6588 -10.4988 28.2386
Si 23.6115 -10.3701 28.1194
Si 16.3735 1.9489 18.3192
Si 43.112 -4.9141 29.5235
Si 15.9775 -5.6921 15.8593
Si 20.3375 -19.9132 33.813
Si 25.0131 -8.9583 20.2397
Si 6.0906 -4.9134 21.1452
Si 22.9648 -7.0344 30.8953
Si 19.7192 -4.4238 17.6176
Si 36.3033 -19.0614 29.2417
Si 8.3143 -11.0913 25.7534
Si 12.3506 -18.3186 18.3784
Si 18.4719 -6.44 26.5981
Si 38.0271 -5.8467 28.4513
Si 5.033 -10.0334 31.1129
Si -4.4762 10.6407 19.7078
Si 11.7352 4.0497 33.9114
Si 39.223 -6.1602 18.3727
Si 13.075 -13.0007 23.5569
Si 51.5819 -19.3615 24.2486
Si 31.2135 -19.7579 30.8129
Si 14.2325 -11.7667 19.3514
Si 33.6199 -15.895 16.6998
Si 14.2145 -0.342 25.6049
Si 26.3774 -13.8189 29.053
Si 40.622 4.1849 29.5143
Si 21.0592 -7.5166 20.2583
Si -13.9207 8.0289 20.0392
Si -2.6845 19.3298 15.5129
Si 19.4999 6.841 22.609
Si 0.2345 -5.0677 21.5623
Si 34.2574 -3.0301 20.0633
Si 29.7833 -20.039 21.495
O -6.5035 6.448 35.3311
O 10.0005 0.9492 15.2839
O 0.7275 9.8115 34.4196
O 35.4377 -4.1566 20.1904
O 21.761 -18.8428 18.8554
O 14.0691 -2.4838 29.701
O 0.0133 5.383 34.2803
O 6.4484 4.3554 35.3653
O 3.0556 -1.7848 24.8946
O 12.7614 -1.5625 31.9358
O 7.5322 9.5131 19.5445
O -0.535 7.548 29.9341
O -8.8453 -7.0276 34.9744
O 19.0511 2.9701 30.5458
O 26.574 1.5572 32.5409
O 31.084 -12.3229 16.1052
O 0.4207 9.8479 14.3235
O 3.9764 4.0245 15.9401
O 4.9667 -2.3492 27.5687
O 3.2126 12.6509 14.8419
O 18.343 3.4494 25.3393
O 28.0307 -16.9141 19.9679
O 11.4874 8.52 23.8444
O 8.7679 -3.0745 14.1512
O 32.2303 -5.9123 20.3302
O 6.8507 -1.6503 15.1572
O 28.1944 3.1856 17.9695
O 13.6464 11.5161 19.3973
O 8.6466 -2.9304 21.4357
O 3.1826 0.8418 24.4822
O 33.5088 -2.7627 18.6711
O 17.2816 -0.4136 28.4765
O 3.0706 9.3084 17.8872
O 13.5326 -2.6261 14.0861
O 2.3244 -0.7734 22.6628
O 13.31 14.0992 19.6757
O 0.4595 7.3674 21.0923
O 5.5553 5.5596 17.382
O 10.5335 5.7782 13.9518
O 31.1436 -20.8806 29.6733
O -3.6533 5.9692 22.3454
O 11.7628 -20.5529 23.384
O 21.0557 -1.2012 28.3719
O 13.7713 -14.2468 22.8003
O 6.9069 11.5972 20.9317
O 13.8251 1.6744 28.2457
O 26.6742 -0.8607 19.8508
O 21.8231 2.8601 21.6057
O 12.2015 -6.0014 15.4448
O 27.5254 -13.2867 30.0705
O 17.3437 -27.9085 29.6217
O 45.9563 -12.5701 20.3815
O 24.7167 10.9145 33.717
O 6.1465 -5.8068 27.0233
O 7.7229 -31.7589 24.7439
O 40.8822 -12.5779 30.0482
O 6.3897 -3.5426 20.3084
O 9.6413 0.6075 34.8106
O 30.6115 -14.4257 18.9634
O 10.262 6.1565 16.947
O 12.6171 -16.4494 22.0678
O 9.9191 5.855 22.649
O 31.421 -8.2642 24.0351
O 26.3716 -15.9708 21.799
O 30.5819 -10.2722 27.0657
O 39.0757 -21.1374 18.3636
O 34.3359 29.1218 16.4792
O 23.7541 2.6326 17.0744
O 17.2624 15.5294 15.024
O 37.4653 -11.0397 26.2381
O 20.1997 -9.9559 22.1016
O 8.1452 2.7016 34.2581
O 22.5919 -0.8635 16.7953
O 19.9345 -5.5928 29.9575
O 5.2496 -10.7979 14.186
O 13.9429 -20.1145 21.8415
O 48.4287 -8.8893 29.9952
O 30.4162 -8.0985 20.3826
O 34.135 4.1595 32.4459
O 16.3733 -21.8718 34.3739
O 31.0837 -20.4024 32.2846
O 17.3321 0.0546 31.0131
O 23.2601 -5.8504 17.9923
O 18.7925 -3.6234 16.5565
O 4.4389 -4.416 15.0907
O 22.1461 -9.7429 27.8713
O 14.7831 -0.2696 30.9175
O 8.1559 -8.127 14.3476
O 22.6008 -5.6272 30.1967
O 15.6707 13.059 19.784
O 12.6225 -11.2341 29.497
O 7.186 -1.7103 35.4232
O 46.0909 -7.6484 30.2949
O 41.4642 -3.158 23.9439
O 19.4697 -5.248 26.154
O 37.0674 1.7232 17.156
O 21.6661 13.6449 33.979
O 24.0183 -11.2063 26.8068
O 28.9152 -23.0384 26.1499
O 32.617 -29.8383 30.7088
O 52.205 -25.0659 27.9467
O 7.3713 2.5614 22.7589
O 32.1971 -25.1243 25.9547
O 51.6404 -5.7973 18.0149
O -1.644 -3.7957 35.3668
O 31.3487 -0.9762 25.0934
O -6.8869 2.0256 34.9966
O 10.5886 27.6191 27.9105
O 26.3571 -15.4019 28.8662
O 2.8335 8.2712 34.1956
O 36.9083 -6.9919 28.3558
O 29.9566 -18.0348 27.9505
H 0.5466 2.1638 43.4496
H 2.2036 0.5337 43.4496
H 4.8988 3.2323 43.4478
H 3.2441 4.8643 43.4478
H 0.5234 7.6326 43.5059
H 2.1533 5.9754 43.5059
H 3.2774 10.3539 43.5322
H 4.9172 8.7065 43.5322
H 5.9702 2.1817 43.5179
H 7.6136 0.5379 43.5179
H 10.3293 3.2725 43.5331
H 8.6867 4.9171 43.5331
H 7.6385 5.9668 43.4258
H 6.0035 7.6189 43.4258
H 10.3643 8.703 43.4396
H 8.7182 10.3435 43.4396
H 0.8335 1.8796 5.9673
H -0.8071 3.5262 5.9673
H 1.8891 0.841 6.0268
H 3.5386 -0.7966 6.0268
H 0.7923 7.3599 6.0195
H -0.832 9.0226 6.0195
H 3.5233 4.5801 5.9597
H 1.895 6.2388 5.9597
H 4.5806 3.5364 6.0336
H 6.2409 1.9099 6.0336
H 7.3533 0.7973 5.9756
H 9.0146 -0.8284 5.9756
H 4.6594 8.9644 5.9674
H 6.302 7.3198 5.9674
H 7.3165 6.295 6.0304
H 8.9581 4.6495 6.0304

Results
free energy: -156488.850 eV
free energy less fixed offsets of H -15.71, O -570.45, Si -639.56 eV per atom: 0.910 eV

Forces (eV/angstrom), in the order of the atoms: element, x, y, z
Si -0.0021 -0.0017 -0.0119
Si 0.0076 0.0006 -0.0125
Si -0.0014 -0.0064 -0.0095
Si -0.0026 0.0104 -0.008
Si -0.0094 0.0106 -0.0113
Si 0.0038 -0.0026 -0.0078
Si 0.0006 -0.0085 -0.0048
Si 0.0006 -0.0032 -0.0097
Si -0.0028 0.006 -0.0115
Si -0.005 0.0011 -0.0146
Si 0.001 -0.0087 -0.0097
Si 0.0078 -0.0038 -0.0127
Si 0.0013 -0.0052 -0.0123
Si 0.0019 0.0007 -0.0153
Si -0.0015 0.0061 -0.0105
Si -0.0079 0.0014 -0.0098
Si -0.0093 0.0015 0.0018
Si 0.003 -0.0106 0.0066
Si 0.002 -0.0064 0.0145
Si 0.0082 0.0085 0.0093
Si 0.0169 0.0003 0.0066
Si -0.0107 0.0081 0.0075
Si -0.0076 -0.0049 0.0098
Si -0.0014 -0.0096 0.0112
Si -0.0072 -0.0004 0.0139
Si 0.0094 0.0131 0.0223
Si 0.0111 0.0052 0.0259
Si 0.0017 -0.0042 0.0014
Si -0.0142 -0.0041 0.0092
Si -0.0054 0.0035 0.0108
Si 0.004 0.0047 0.013
Si -0.0202 -0.0002 0.0265
Si -0.0595 0.0272 0.1634
Si -0.0104 0.0304 0.1703
Si 0.0772 -0.049 0.2126
Si 0.0184 -0.038 0.1991
Si 0.0343 -0.0324 0.2036
Si 0.0235 -0.0395 0.1887
Si -0.0017 0.0217 0.1529
Si -0.0363 0.0177 0.1654
Si -0.0059 0.0178 0.2685
Si -0.0027 0.0445 0.2143
Si 0.1218 -0.0942 0.3382
Si 0.1242 -0.1309 0.4186
Si 0.1334 -0.0584 0.314
Si 0.0284 -0.1287 0.4176
Si -0.0632 -0.0147 0.1816
Si 0.0364 0 0.2002
Si -0.0725 0.0197 -0.4586
Si -0.0899 0.0148 -0.205
Si -0.0237 0.0848 -0.1913
Si -0.03 0.0562 -0.4517
Si -0.0067 0.0498 -0.1419
Si -0.033 0.0904 -0.3697
Si -0.1194 0.0551 -0.471
Si -0.0019 -0.0124 -0.1929
Si -0.0206 0.022 -0.2057
Si 0.0153 -0.0142 -0.1754
Si 0.0006 -0.0024 -0.1594
Si -0.0505 0.0572 -0.1995
Si 0.0584 -0.0524 -0.1619
Si -0.0224 0.0187 -0.1904
Si -0.0653 0.063 -0.2
Si 0.0405 -0.048 -0.1681
Si 0.0128 -0.0052 -0.0217
Si -0.0128 -0.0171 -0.0355
Si -0.0007 0.0103 -0.0053
Si -0.0036 -0.0086 0.0023
Si 0.001 -0.0078 -0.0073
Si -0.0015 0.0063 -0.0081
Si 0.0021 -0.0002 -0.0297
Si 0.0136 -0.0031 -0.0252
Si -0.0132 -0.0021 -0.012
Si -0.005 0.0133 -0.0114
Si 0.001 0.0074 -0.0028
Si -0.0071 -0.0059 -0.0071
Si 0.0106 -0.0076 -0.0018
Si 0.0078 -0.0096 -0.0082
Si -0.006 0.0066 -0.0173
Si -0.0011 0.0076 -0.0162
Si -0.0067 0.0077 0.0162
Si 0.0069 -0.0101 0.0174
Si 0.0028 -0.0137 0.0138
Si -0.0082 0.0083 0.018
Si 0.0069 -0.0108 0.0112
Si -0.0107 0.0017 0.0179
Si -0.0046 0.0099 0.0135
Si 0.0118 -0.004 0.0118
Si -0.0026 -0.0068 -0.0258
Si -0.0017 -0.0054 -0.0191
Si -0.0039 0.0081 -0.016
Si -0.0016 -0.0012 -0.0231
Si -0.0019 -0.0018 -0.0188
Si 0.0046 -0.002 -0.0238
Si 0.0082 -0.0006 -0.0204
Si 0.0049 0.0022 -0.0028
Si -0.001 0.0015 -0.0293
Si -0.0063 0.0012 -0.0295
Si -0.0001 0.0074 -0.0381
Si 0.0033 0.003 -0.029
Si -0.0044 0.0019 -0.0297
Si 0.0005 -0.002 -0.0364
Si -0.0023 0.0074 -0.0395
Si 0.0026 0.0018 -0.0447
Si 0.0036 0.0078 -0.0364
Si 0.0022 -0.0062 -0.0277
Si -0.0019 0.0041 -0.0366
Si 0.0009 0.0009 -0.0276
Si 0.0044 0.0071 -0.0412
Si 0.0011 -0.0037 -0.0333
Si -0.0025 0.0019 -0.0353
Si 0.0007 -0.0042 -0.0372
Si -0.0061 0.0025 -0.0288
Si -0.0082 0.007 -0.0383
Si -0.0015 0.0036 -0.0225
Si 0.0032 -0.0021 -0.0411
Si 0.0024 0.003 -0.0289
Si -0.0068 -0.0009 -0.0352
Si -0.0001 0.0008 -0.0401
Si 0 0.0012 -0.027
Si -0.0003 0.0019 -0.0336
Si 0.0026 0.0027 -0.0391
Si 0.0057 0.0042 -0.0268
Si 0.0024 -0.0025 -0.0384
Si 0.0047 0.0029 -0.0288
Si 0.0045 -0.0026 -0.0386
Si -0.0046 -0.0002 -0.0256
Si 0.0065 -0.0073 -0.039
Si 0 0.0035 -0.025
Si 0.0039 -0.0055 -0.0359
Si 0.0077 -0.0002 -0.0409
Si -0.006 0.0006 -0.0451
Si -0.0001 -0.0021 -0.0207
Si 0.0024 -0.0046 -0.0296
Si -0.0022 0.0001 -0.0432
Si 0.0061 -0.0075 -0.0316
Si -0.0033 0.0063 -0.0328
Si 0.0041 0.0024 -0.0311
Si 0.0007 -0.0007 -0.0283
Si -0.0017 0.0063 -0.0286
Si -0.0018 -0.0067 -0.0312
Si -0.0022 0.0006 -0.0161
Si -0.0024 0.0063 -0.0301
Si -0.0037 -0.0015 -0.0327
O -0.0005 0.0011 0.0153
O -0.0002 -0.0043 0.0168
O -0.0114 0.005 0.0257
O 0.0034 -0.0016 0.0051
O -0.0063 0.0001 0.012
O -0.0061 0.0061 0.0155
O -0.0058 0.01 0.0263
O -0.0024 0.0037 0.0106
O 0.0047 0.0073 0.0244
O -0.0049 -0.0018 0.0388
O 0.0004 0.0008 0.0088
O 0.0037 -0.0011 0.0124
O 0.0052 -0.0053 0.0207
O 0.0047 -0.0058 0.0158
O -0.0045 -0.0001 0.0302
O 0.0003 -0.0001 0.0037
O -0.0062 0.0045 0.0112
O -0.0013 -0.003 0.0104
O -0.0035 -0.0072 0.0208
O -0.001 0.0051 0.0189
O -0.0019 0.0129 0.0233
O -0.0036 0.0083 0.021
O -0.0074 0.001 0.0148
O -0.0062 0.0036 0.013
O 0.0015 0.0022 0.0205
O 0.0004 -0.0052 0.0135
O 0.0015 -0.0032 0.0023
O -0.0002 0.0051 0.0163
O 0.0037 -0.0046 0.0243
O 0.0047 -0.0076 0.0224
O 0.0038 -0.0052 0.0145
O 0.0022 0.0008 0.0245
O 0.0034 0.004 0.0117
O -0.0009 -0.0041 0.008
O 0.0007 -0.0013 0.0238
O 0.003 -0.0027 0.0136
O -0.0029 -0.004 0.0041
O 0.0049 -0.0006 0.0204
O 0.0043 -0.0019 -0.0026
O -0.002 0.0082 0.0213
O 0.0032 0.0007 0.0093
O 0.0038 -0.0035 0.0126
O -0.0013 -0.0007 0.0134
O -0.0038 0.0106 0.0139
O 0.0078 0.0081 0.0158
O 0.0058 0.008 0.0191
O 0.0019 0.0012 0.0032
O 0.0003 -0.0044 0.0212
O 0 0.0055 0.0252
O 0.0016 0.0046 0.0126
O 0.0031 0 0.0117
O -0.0002 -0.0011 0.0201
O 0.0004 -0.0019 0.015
O -0.007 0.0014 0.0145
O 0.0004 -0.0087 0.0117
O -0.0043 0.0049 0.0105
O -0.0011 -0.0014 0.0166
O 0.0089 -0.0094 0.0195
O -0.0039 0.0044 0.0087
O -0.0041 0.0015 0.0058
O 0.0004 0.0022 0.0096
O -0.0063 0.003 0.0081
O -0.0073 0.0025 0.0157
O -0.0007 0.0016 0.0041
O 0.0081 0.0053 0.0208
O 0.0022 -0.0028 0.0076
O -0.0008 0.0033 0.0237
O -0.0067 0.0032 0.019
O -0.003 0.0022 0.0039
O 0.0084 -0.0034 0.0181
O 0.003 0.0009 0.016
O -0.0079 0.0059 0.0237
O 0.0079 -0.0055 0.0215
O 0.0011 0 0.009
O -0.0011 0.0025 0.0074
O -0.0034 -0.0072 0.0261
O 0.0033 -0.0066 0.0206
O -0.0031 -0.0028 0.0061
O -0.0037 0.003 0.0376
O 0.0095 -0.0086 0.0252
O -0.0008 0.0016 0.0369
O -0.0051 0.009 0.0153
O -0.0003 -0.0062 0.0101
O 0.0016 -0.006 0.0061
O 0.0029 -0.0037 0.0156
O 0.0008 0.0014 0.0151
O 0.0012 0.0039 0.0134
O -0.0081 0.0053 0.0024
O 0.0067 -0.0068 0.0167
O -0.0031 -0.001 0.011
O 0.0042 -0.0063 0.0231
O 0.0018 -0.0027 0.0164
O -0.0085 0.006 0.0163
O 0.0089 0.0093 0.027
O -0.0004 0.0003 0.0139
O 0.0053 -0.0015 0.018
O -0.0013 0.0006 0.0114
O -0.0075 0.008 0.0304
O -0.007 -0.0004 0.0158
O 0.0002 0.0006 0.015
O 0.0008 0.0072 0.0163
O 0.0005 0.0046 0.026
O -0.0026 -0.0095 0.0291
O -0.0008 -0.0029 0.0039
O -0.0007 0.0024 0.0107
O -0.0041 0.0067 0.0169
O -0.0072 0.006 0.0187
O 0.0046 -0.0021 0.0188
O -0.0023 0.0005 0.0086
O 0.0064 -0.0149 0.0287
O -0.0027 -0.0036 0.0125
O 0.0018 0.0001 0.026
H 0.236 -0.2478 -0.3063
H -0.3025 0.3202 -0.2836
H -0.4194 0.2251 -0.2776
H 0.1802 -0.3155 -0.2978
H 0.2433 -0.4071 -0.2356
H -0.2116 0.3154 -0.2186
H 0.3339 -0.2754 -0.2445
H -0.285 0.2927 -0.2016
H 0.3699 -0.2702 -0.243
H -0.3553 0.1948 -0.213
H -0.2096 0.2944 -0.2219
H 0.3502 -0.3424 -0.2184
H -0.3205 0.3623 -0.2932
H 0.2859 -0.2472 -0.3117
H -0.2613 0.396 -0.2674
H 0.3206 -0.1867 -0.315
H -0.4344 0.2716 0.2164
H 0.2868 -0.1722 0.2452
H 0.4193 -0.2871 0.2559
H -0.2024 0.214 0.3386
H -0.1902 0.2556 0.3408
H 0.3174 -0.427 0.2531
H -0.3657 0.3361 0.2123
H 0.203 -0.2899 0.2534
H 0.3838 -0.3054 0.2801
H -0.2321 0.2198 0.3312
H 0.2154 -0.2668 0.2494
H -0.3757 0.3617 0.2391
H 0.2109 -0.2361 0.249
H -0.3347 0.4777 0.2096
H 0.3665 -0.439 0.2662
H -0.2251 0.1855 0.3351

The program warned: the cutoff lies below the one the program advises for these potential files; the forces do not sum to zero within the program's tolerance; empty levels may hold ghost states of the PAW files; the exchange-correlation potential is rough where the density is thin.
